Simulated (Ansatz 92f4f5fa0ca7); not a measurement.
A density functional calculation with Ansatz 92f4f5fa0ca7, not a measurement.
Periodic cell of 212 atoms, Si132O80, from a study of silicon, its oxide and their interface. The atomic structure is a simulated model.
Doubt: the cutoff is far below the 930 eV that the study's wrapper takes by default for these files, so forces and energies are approximate.

Settings
functional: PBE
potential files: Ansatz PAW
basis: plane waves
wave-function cutoff: 580 eV
density cutoff ratio: 5
exchange-correlation grid ratio: 1
k mesh: 1 x 1 x 1, Gamma-centred
self-consistency stop: 5e-08 eV per atom in the density residual
occupations: fixed
spin: none
net charge: 0

Cell vectors (angstrom)
a 10.938 0 0
b 0 10.938 0
c 0 0 31.1529

Atoms: element, x, y, z (angstrom)
Si -0.4937 0.3055 23.7824
Si 6.1447 -0.4335 23.5685
Si 2.2419 3.2521 23.856
Si 8.8077 2.1661 23.8915
Si 0.4331 4.8624 23.9802
Si 5.0889 6.0033 23.6259
Si 3.3131 7.7254 23.7489
Si 7.904 8.7477 23.7513
Si 1.3701 1.3123 24.9048
Si 6.9083 1.306 24.9898
Si 4.1454 4.1774 24.9076
Si 9.5964 3.9819 25.166
Si 1.4444 6.8003 24.9526
Si 6.8743 6.9045 24.9001
Si 4.2775 9.5714 24.8637
Si 9.5379 9.6188 25.1946
Si 2.7973 -0.0415 26.2613
Si 8.1738 0.0234 26.4899
Si 0.0752 2.6366 26.4381
Si 5.4831 2.7332 26.2834
Si 2.768 5.4536 26.3847
Si 8.1868 5.4794 26.3287
Si 0.0445 8.1656 26.3431
Si 5.5178 8.2036 26.365
Si 4.1018 1.3673 27.7347
Si 9.5708 1.3673 27.7347
Si 1.3673 4.1018 27.7347
Si 6.8362 4.1018 27.7347
Si 4.1018 6.8362 27.7347
Si 9.5708 6.8362 27.7347
Si 1.3673 9.5708 27.7347
Si 6.8362 9.5708 27.7347
Si 0 0 29.1019
Si 5.469 0 29.1019
Si 2.7345 2.7345 29.1019
Si 8.2035 2.7345 29.1019
Si 0 5.469 29.1019
Si 5.469 5.469 29.1019
Si 2.7345 8.2035 29.1019
Si 8.2035 8.2035 29.1019
Si 1.3673 1.3673 30.4692
Si 6.8362 1.3673 30.4692
Si 4.1018 4.1018 30.4692
Si 9.5708 4.1018 30.4692
Si 1.3673 6.8362 30.4692
Si 6.8362 6.8362 30.4692
Si 4.1018 9.5708 30.4692
Si 9.5708 9.5708 30.4692
Si 2.7345 0 0.6835
Si 8.2035 0 0.6835
Si 0 2.7345 0.6835
Si 5.469 2.7345 0.6835
Si 2.7345 5.469 0.6835
Si 8.2035 5.469 0.6835
Si 0 8.2035 0.6835
Si 5.469 8.2035 0.6835
Si 4.1018 1.3673 2.0507
Si 9.5708 1.3673 2.0507
Si 1.3673 4.1018 2.0507
Si 6.8362 4.1018 2.0507
Si 4.1018 6.8362 2.0507
Si 9.5708 6.8362 2.0507
Si 1.3673 9.5708 2.0507
Si 6.8362 9.5708 2.0507
Si 0 0 3.418
Si 5.469 0 3.418
Si 2.7345 2.7345 3.418
Si 8.2035 2.7345 3.418
Si 0 5.469 3.418
Si 5.469 5.469 3.418
Si 2.7345 8.2035 3.418
Si 8.2035 8.2035 3.418
Si 1.3832 1.3568 4.746
Si 6.8092 1.4123 4.8558
Si 4.0724 4.1267 4.7535
Si 9.5694 4.1279 4.8638
Si 1.3551 6.8176 4.8318
Si 6.8264 6.8469 4.738
Si 4.0586 9.593 4.8376
Si 9.4754 9.6593 4.6886
Si 2.6917 0.039 6.2347
Si 8.1415 -0.0107 6.2117
Si 0.0622 2.7025 6.1531
Si 5.4621 2.8682 6.1944
Si 2.6684 5.3391 6.2241
Si 8.192 5.5853 6.216
Si -0.0831 8.3197 5.987
Si 5.396 8.135 6.1181
Si 3.7629 1.7946 7.4267
Si 10.0161 0.9416 7.3249
Si 1.8478 3.4493 7.5533
Si 6.3232 4.7815 7.4344
Si 4.4394 6.3422 7.3618
Si 9.0359 7.5716 7.2625
Si 0.7382 10.0949 7.302
Si 7.1344 9.0768 7.369
O 0.7173 9.5122 8.8761
O 1.2748 3.6348 9.1022
O 9.7352 1.4176 8.9041
O 6.6235 9.1996 8.9539
O 4.5314 1.1911 8.7841
O 3.8258 6.6154 8.8857
O 6.7629 4.8348 9.0843
O 9.5431 7.7146 8.8596
O 2.2735 3.2316 22.1588
O 6.0051 11.0762 21.9909
O 8.4294 2.695 22.3751
O 0.0137 4.6782 22.3427
O 8.7098 8.4764 22.3015
O 2.8695 8.1958 22.2069
O 5.6345 5.7142 22.0689
O 10.5752 10.4497 22.2973
Si 1.3415 4.3704 21.41
Si 1.4836 3.7128 15.6745
Si 8.7583 0.7213 10.0084
Si 6.1892 0.842 20.5245
Si 0.3217 13.4021 19.3439
Si 4.0406 6.7593 10.4961
Si 10.0735 9.0542 21.5763
Si 3.6061 7.5879 18.9885
Si 8.6015 5.4738 19.3825
Si 5.0758 14.091 19.0641
Si 0.1126 10.6001 14.5506
Si 6.0651 9.2318 10.4905
Si -2.5122 1.9727 12.9623
Si 4.7954 10.2764 18.1177
Si 8.2435 0.1583 15.345
Si 6.0962 3.6385 14.0083
Si 12.7441 7.4004 21.2508
Si -3.7946 8.7195 16.6946
Si 0.455 2.344 13.2092
Si 5.882 6.631 14.846
Si 3.116 6.383 16.2509
Si 6.9844 13.4049 16.5593
Si 1.3953 3.769 10.723
Si 7.8999 5.1207 10.1819
Si 1.0871 6.8283 11.5494
Si 7.4613 7.4592 12.3487
Si 8.7832 2.5272 20.8075
Si 2.7461 12.7186 17.772
Si 5.6729 5.9096 20.4475
Si 5.6564 1.1885 9.9725
Si 4.474 3.7692 11.4798
Si -0.6235 7.8815 13.6979
Si -0.5561 8.8698 9.6942
Si -1.2962 3.837 17.0611
Si 0.5509 8.3194 16.2776
Si -1.375 8.2419 18.7791
O 4.7471 3.6478 13.0909
O 9.3389 -0.8454 10.1051
O 1.8971 7.4372 16.2226
O 1.3631 3.3918 14.0772
O 8.1537 8.504 17.9689
O 5.0561 4.6225 19.7008
O 0.9186 5.2687 11.1407
O 2.1225 5.8012 21.4514
O -0.0012 4.2471 16.1586
O 4.6891 5.3523 11.068
O -1.3371 6.7726 19.5433
O 6.2484 7.3685 13.4346
O 3.6429 3.018 18.3256
O 5.7989 9.586 17.0364
O 8.9052 7.3741 13.0763
O 5.4479 2.6196 10.7745
O 11.254 7.9092 21.672
O 6.298 13.8542 17.9735
O -3.6708 8.8671 11.5472
O 0.6347 2.6203 11.6096
O 7.4444 11.8358 16.575
O -0.7045 2.7272 18.104
O 5.9367 2.6631 15.3129
O 10.2915 1.9072 20.5455
O 4.7817 7.2169 20.0599
O 5.4372 -0.2149 10.8216
O 5.193 2.1254 20.3337
O 9.8601 11.275 15.4608
O -3.1195 11.6971 13.8869
O 3.7307 6.514 17.7624
O 9.2777 4.4201 10.298
O 7.4006 6.2343 11.2452
O 0.9763 14.8189 19.8975
O 3.81 11.4795 17.5461
O -3.0536 9.5153 15.4706
O 2.1207 7.6163 19.6745
O 7.3258 3.1833 13.0166
O 8.3872 3.2406 16.2043
O -2.0146 16.0252 17.8256
O 0.6556 7.029 13.1134
O 8.7324 4.0596 20.2073
O 7.1658 6.1009 19.8269
O -4.2376 7.2651 16.1078
O 2.9561 3.4371 11.0874
O 2.5807 4.88 15.9383
O 4.2763 6.7304 15.147
O 11.0489 7.9437 10.8569
O 11.8115 11.7553 13.6815
O 5.7503 10.7232 19.3641
O -0.1069 8.4219 17.7608
O 2.653 7.1546 11.2543
O -0.465 -1.4326 13.4622
O 1.9952 24.2087 16.4205
O 7.7083 1.4177 20.2438
O 1.5386 12.4048 18.8668
O -4.5606 5.0991 14.6565
O -3.7202 1.0274 9.4431
O 9.737 9.3322 19.996
O -5.9652 8.0618 10.7322
O 1.0122 9.7798 15.6513
O -1.1228 2.5668 13.5607
O 3.7471 9.1298 18.5405
O -0.59 7.6353 15.3153
O 8.7447 1.3631 11.4945

Results
free energy: -129407.078 eV
free energy less fixed offsets of O -568.88, Si -635.61 eV per atom: 3.842 eV

Forces (eV/angstrom), in the order of the atoms: element, x, y, z
Si -0.0127 -0.0106 0.0001
Si -0.0035 0 0.0055
Si 0.0072 -0.0151 0.0006
Si -0.0057 0.0013 0.0131
Si -0.0217 0.0194 0.0144
Si -0.0034 -0.0086 -0.0016
Si 0.0095 0.0259 0.0125
Si 0.0057 0.0088 0.0043
Si 0.006 0.0091 -0.0063
Si 0.0093 -0.0056 -0.0133
Si 0.0053 0.0007 -0.0072
Si 0.01 -0.003 -0.0184
Si -0.0031 -0.0163 -0.0222
Si -0.0042 0.0006 -0.0037
Si -0.0052 -0.0216 -0.0159
Si -0.0035 -0.0007 -0.0041
Si 0.0009 0.0003 0.0048
Si 0 0.0003 0.0131
Si -0.012 -0.0108 0.0223
Si -0.0036 0.0029 0.0044
Si -0.0068 -0.0076 0.0279
Si 0.0008 0.0034 0.0037
Si -0.0031 0.0053 0.0089
Si -0.0003 0.0073 0.0115
Si 0.0287 0.0172 -0.6603
Si 0.1098 -0.0149 0.8424
Si 0.3217 -0.1706 0.2338
Si -0.1247 0.0018 -0.3971
Si 0.1491 0.1522 0.0456
Si 0.0679 -0.086 -0.3038
Si 0.3354 -0.0351 -0.4769
Si -0.2061 -0.1814 0.6683
Si -0.1222 0.058 0.0281
Si 0.0023 -0.0968 0.025
Si -0.0249 0.1019 0.0252
Si 0.1502 0.042 0.0195
Si -0.0734 -0.0525 -0.0186
Si -0.042 0.0313 0.0045
Si 0.0625 0.0612 0.007
Si -0.0405 0.0922 0.014
Si 0.0245 -0.0477 -0.0004
Si -0.0296 0.035 -0.0469
Si 0.0326 -0.0421 0.0128
Si -0.0109 0.0127 -0.0123
Si 0.011 0.001 -0.0412
Si 0.0653 -0.0527 -0.0049
Si -0.0599 0.0205 -0.0157
Si 0.0936 -0.092 0.0013
Si 0.0373 -0.0254 0.0332
Si -0.0406 0.0567 0.0094
Si -0.0822 0.042 -0.0187
Si 0.055 -0.0336 0.0204
Si -0.0399 0.0167 0.019
Si 0.029 0.0125 0.0378
Si -0.0149 -0.0059 0.0247
Si -0.0666 0.0962 -0.0257
Si -0.0356 0.0378 -0.0295
Si 0.1883 0.0391 -0.033
Si 0.0061 -0.0658 0.0129
Si -0.0524 -0.0159 0.001
Si 0.1031 0.0172 -0.0164
Si -0.0101 0.0253 0.0028
Si -0.122 -0.0712 0.0011
Si 0.0335 -0.1463 -0.0332
Si -0.0424 0.255 -0.5069
Si -0.1151 0.173 0.5259
Si 0.1456 -0.1049 -0.3503
Si 0.0483 0.0993 0.5525
Si -0.1132 -0.0159 0.3357
Si -0.0757 -0.0058 -0.3338
Si -0.0703 -0.0788 0.3983
Si -0.2513 0.077 -0.602
Si -0.0322 -0.0151 -0.019
Si 0.0115 -0.0006 -0.0035
Si 0.0173 -0.0148 -0.0317
Si 0.0206 0.0077 0.0098
Si -0.0004 0.0016 0.0206
Si -0.0189 0.0235 0.0059
Si -0.0261 -0.0115 -0.0168
Si -0.0229 -0.0095 0.0189
Si 0.0079 0.0385 0.0252
Si 0.0177 -0.0123 0.0051
Si 0.0084 -0.0138 -0.0174
Si -0.0528 0.0639 0.065
Si -0.0477 -0.0241 -0.0177
Si -0.0311 -0.0263 0.0782
Si 0.0776 0.0168 -0.06
Si 0.0632 -0.0249 0.0176
Si 0.0258 0.0074 -0.022
Si -0.0167 -0.0036 -0.0185
Si 0.0282 -0.0009 0.0463
Si 0.1367 0.0473 0.0087
Si 0.0148 -0.0278 0.0122
Si 0.0114 0.0088 0.168
Si -0.0194 -0.0217 -0.05
Si -0.0378 0.0083 0.0298
O 0.0319 0.0487 0.0284
O 0.0147 -0.0168 -0.0764
O 0.0074 0.0578 0.0043
O 0.0187 -0.0058 -0.0582
O 0.0157 -0.0022 0.0133
O 0.0138 -0.0069 0.004
O -0.2418 -0.1251 -0.4344
O -0.1167 -0.007 -0.037
O -0.0021 0.0004 0.007
O -0.0003 -0.002 0.006
O -0.0031 0.0019 -0.0006
O 0.0042 -0.0035 0.0044
O -0.0057 -0.0023 -0.0009
O -0.0007 -0.0006 0.0006
O 0.0005 0.0007 0.009
O 0.0029 0.0082 0.0028
Si -0.002 0.0011 -0.0178
Si -0.0045 0.0009 -0.0218
Si -0.0089 -0.0881 0.0488
Si -0.0026 0.0001 -0.0179
Si -0.0007 -0.0016 -0.0138
Si -0.006 0.0391 0.0876
Si -0.0003 -0.0057 -0.0114
Si 0 -0.0027 -0.0173
Si 0.0001 0.0021 -0.0159
Si 0.0019 -0.0023 -0.0202
Si -0.0152 -0.0104 -0.0184
Si 0.0252 -0.0017 0.0355
Si -0.0081 0.0703 0.0332
Si -0.0002 -0.0043 -0.0184
Si -0.0057 -0.0068 -0.02
Si 0.0233 -0.0065 -0.0072
Si -0.0003 -0.0003 -0.0118
Si -0.005 -0.0001 -0.0175
Si -0.0182 0.0092 -0.0037
Si -0.0017 0.0215 -0.0249
Si 0.0045 0.0033 -0.027
Si -0.004 0.0045 -0.0164
Si -0.0346 0.032 0.0516
Si 1.3336 -0.2159 0.7483
Si -0.0134 -0.0006 0.0319
Si 0.0865 0.0155 -0.026
Si -0.002 0.0008 -0.0147
Si -0.0011 -0.0024 -0.0167
Si -0.0004 -0.0009 -0.0174
Si -0.0516 0.0037 0.0084
Si 0.0304 -0.0512 0.0323
Si -0.0412 -0.0299 -0.0642
Si -0.0855 -0.226 -0.0154
Si -0.0048 0.0029 -0.024
Si -0.0032 -0.0057 -0.0172
Si -0.0018 -0.0024 -0.0206
O -0.0191 -0.0066 -0.0098
O 0.0149 -0.0136 -0.0073
O -0.0011 -0.0026 0.008
O -0.0053 -0.006 0.0056
O 0.0067 -0.004 0.0171
O -0.0058 0.0004 0.0075
O -0.0279 -0.1471 -0.0607
O -0.0017 -0.0042 0.0006
O -0.0019 -0.003 0.0095
O 0.051 0.0564 -0.0612
O -0.0015 -0.0015 0.0068
O -0.0574 0.014 0.0673
O -0.0026 0.0016 0.0073
O -0.0118 0.0054 0.0132
O 0.0954 0.0274 0.0634
O -0.005 -0.0134 -0.0054
O -0.004 0.0005 0.0052
O -0.0069 0.0022 0.0105
O -0.0174 0.0981 -0.0604
O 0.0414 -0.0163 0.0032
O 0.0001 -0.0035 0.0056
O 0.0009 -0.0045 0.0125
O -0.0044 0.0008 0.0057
O -0.0043 -0.0018 0.0047
O -0.0016 -0.0014 0.0061
O 0.0004 0.0134 -0.0023
O -0.0025 -0.0037 0.0069
O 0.013 -0.0084 0.0007
O -0.0038 -0.015 0.0025
O -0.0021 0.0012 0.0131
O -1.0732 0.305 -0.2975
O -0.1418 -0.0673 -0.1338
O 0.0006 0.0022 0.008
O -0.0028 -0.0008 0.0061
O -0.0048 0.0002 -0.0031
O -0.0074 -0.0018 0.0107
O -0.0142 -0.0003 0.0108
O -0.0028 0.001 0.0102
O -0.002 0.0008 0.0095
O -0.0234 -0.006 0.0996
O -0.0013 -0.0035 0.0058
O -0.0034 -0.0002 0.0028
O -0.0041 -0.0043 0.0172
O -0.065 -0.0091 -0.0219
O -0.0023 -0.0009 0.0074
O -0.0116 -0.0014 0.0165
O -0.1078 0.2717 -0.14
O -0.0021 0.0017 0.0001
O 0.0002 0.0022 0.0109
O -0.0061 0.0002 0.0107
O 0.1184 0.0166 -0.0136
O 0.0167 -0.0058 0.0097
O -0.0009 -0.0034 0.0095
O -0.0009 -0.0008 0.006
O -0.0062 -0.0001 0.0075
O 0.0111 -0.033 0.001
O 0.0359 0.0058 -0.0121
O 0.0014 0.0027 0.0094
O -0.0125 -0.0317 -0.0231
O -0.0033 0.0012 0.0059
O 0.0216 -0.0164 0.004
O -0.0045 -0.0025 0.0066
O 0.0043 0.0049 0.0272
O 0.0041 -0.0166 -0.0674

The program warned: the cutoff lies below the one the program advises for these potential files; the exchange-correlation potential is rough where the density is thin.
